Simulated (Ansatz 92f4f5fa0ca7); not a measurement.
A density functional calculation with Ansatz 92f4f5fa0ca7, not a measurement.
Periodic cell of 208 atoms, Si128O80, from a study of silicon, its oxide and their interface. The atomic structure is a simulated model.
Doubt: the cutoff is far below the 930 eV that the study's wrapper takes by default for these files, so forces and energies are approximate.

Settings: functional PBE; potential files Ansatz PAW; basis plane waves; wave-function cutoff 580 eV; density cutoff ratio 5; exchange-correlation grid ratio 1; k mesh 1 x 1 x 1, Gamma-centred; self-consistency stop 5e-08 eV per atom in the density residual; occupations fixed; spin none; net charge 0.

Cell vectors (angstrom)
a  10.938  0  0
b  0  10.938  0
c  -4.5492  -1.514  30.2879

Atoms: element, x, y, z (angstrom)
Si  -3.1473  -3.0453  22.8837
Si  0.1575  -0.7028  22.8959
Si  -3.5496  3.0026  22.7228
Si  -0.939  -5.2557  22.6072
Si  -9.1237  -2.5029  22.8264
Si  -5.8604  0.3617  22.4445
Si  2.6328  2.3331  22.7071
Si  -5.783  -5.6714  22.8881
Si  -1.7892  -1.4889  24.0887
Si  1.0339  1.1502  24.0793
Si  -1.8398  -6.9436  24.0321
Si  0.7798  -4.2364  24.0095
Si  -7.4495  -1.6594  24.2155
Si  -4.534  1.3439  24.0937
Si  3.6188  3.9655  24.1151
Si  -4.5775  -4.2497  24.286
Si  -3.1684  -0.1066  25.4331
Si  -0.4237  2.577  25.4015
Si  -3.1532  -5.6442  25.5266
Si  -0.4883  -2.8809  25.5029
Si  2.3081  -0.1278  25.5582
Si  4.9978  2.6144  25.496
Si  2.2172  5.3397  25.4274
Si  -5.9542  -2.8808  25.5465
Si  -4.5492  -1.514  26.8697
Si  -1.8147  1.2205  26.8697
Si  -4.5492  3.955  26.8697
Si  -1.8147  -4.2485  26.8697
Si  0.9198  -1.514  26.8697
Si  3.6543  1.2205  26.8697
Si  0.9198  3.955  26.8697
Si  3.6543  -4.2485  26.8697
Si  1.3673  -1.3673  3.418
Si  4.1018  1.3673  3.418
Si  1.3673  4.1018  3.418
Si  4.1018  -4.1018  3.418
Si  6.8362  -1.3673  3.418
Si  -1.3673  1.3673  3.418
Si  6.8362  4.1018  3.418
Si  -1.3673  6.8362  3.418
Si  2.7727  -0.0134  4.8489
Si  5.4752  2.7147  4.8521
Si  2.7285  5.4749  4.7656
Si  5.4728  -2.7288  4.7651
Si  -2.8143  0.0521  4.7406
Si  0.035  2.7246  4.7416
Si  8.2289  5.4393  4.7996
Si  0.0253  -2.753  4.7917
Si  1.385  1.4036  6.1447
Si  4.0899  4.1431  6.1413
Si  1.3999  -4.1282  6.2127
Si  4.1824  -1.3956  6.2539
Si  -4.1144  1.3249  6.2924
Si  -1.2751  4.0749  6.1409
Si  6.8353  -4.1091  6.0929
Si  -1.4409  -1.353  5.9572
Si  -0.325  0.2081  7.2624
Si  2.5323  3.0214  7.4898
Si  0.2782  -5.7319  7.5862
Si  3.0409  -3.0287  7.5405
Si  5.8406  -0.4014  7.7053
Si  -2.3912  2.4714  7.455
Si  5.2581  5.725  7.4693
Si  -2.8475  -2.5874  7.3747
Si  -3.182  -2.8813  28.2369
Si  -0.4475  -0.1468  28.2369
Si  -3.182  2.5877  28.2369
Si  -0.4475  5.3222  28.2369
Si  2.287  -2.8813  28.2369
Si  -5.9165  -0.1468  28.2369
Si  2.287  2.5877  28.2369
Si  5.0215  -5.6158  28.2369
Si  -1.8147  -1.514  29.6042
Si  0.9198  1.2205  29.6042
Si  -1.8147  3.955  29.6042
Si  0.9198  -4.2485  29.6042
Si  -7.2837  -1.514  29.6042
Si  -4.5492  1.2205  29.6042
Si  3.6543  -6.983  29.6042
Si  -4.5492  -4.2485  29.6042
Si  1.3673  1.3673  0.6835
Si  4.1018  4.1018  0.6835
Si  1.3673  6.8362  0.6835
Si  4.1018  -1.3673  0.6835
Si  6.8362  1.3673  0.6835
Si  -1.3673  4.1018  0.6835
Si  6.8362  -4.1018  0.6835
Si  -1.3673  -1.3673  0.6835
Si  0  0  2.0507
Si  2.7345  2.7345  2.0507
Si  0  5.469  2.0507
Si  2.7345  -2.7345  2.0507
Si  5.469  0  2.0507
Si  8.2035  2.7345  2.0507
Si  5.469  5.469  2.0507
Si  8.2035  -2.7345  2.0507
Si  -6.1215  3.5897  18.4481
Si  -1.1783  3.2919  13.1868
Si  6.9155  2.4466  11.9615
Si  2.6479  -4.691  12.5245
Si  1.932  3.3858  12.2562
Si  -2.2393  0.8029  17.9751
Si  4.2445  -2.1615  12.8676
Si  5.363  0.1146  10.8961
Si  -1.0279  -0.4424  20.1772
Si  -3.3944  2.9674  19.6817
Si  -0.799  -4.3914  16.97
Si  2.9164  1.5421  10.1151
Si  0.4158  -1.9269  18.0571
Si  3.2837  -4.2771  20.7082
Si  1.4178  -1.1801  9.4236
Si  1.4583  -1.6195  14.0855
Si  0.2495  -2.8135  11.7404
Si  1.7782  -4.3604  15.4826
Si  4.4518  2.6763  14.063
Si  -0.715  2.276  15.8673
Si  -0.7195  -6.2477  19.5299
Si  -4.3295  -1.2566  17.5965
Si  1.4451  0.4226  16.32
Si  2.0336  3.9537  20.0716
Si  -6.4554  0.974  16.6108
Si  -1.5448  -4.3378  9.7632
Si  3.1825  -3.4852  17.7946
Si  -5.3652  -6.0567  15.8568
Si  -4.1142  -1.2849  20.5824
Si  -5.5788  -2.9503  15.7098
Si  -2.31  -6.2261  15.5063
Si  7.2107  4.3772  9.6467
O  -5.0358  -0.0311  21.0875
O  -4.6301  -6.7288  22.3339
O  2.3703  -2.4013  8.9174
O  -6.4159  -6.9118  14.9667
O  -7.0889  1.3921  22.0595
O  -0.215  0.079  21.4693
O  -6.4663  -11.9656  23.0301
O  4.1626  -4.135  8.1342
O  -2.1062  -3.2589  8.682
O  -0.3168  -5.1337  9.0237
O  0.5932  -0.4965  17.3337
O  -5.7944  -6.1068  17.4289
O  -0.5789  -5.8431  21.1048
O  1.923  2.9549  21.3517
O  -0.6783  -4.9972  18.4782
O  -4.135  -2.506  21.6607
O  2.2883  0.158  9.5878
O  -1.0731  -3.5494  11.1338
O  8.047  3.2581  8.8106
O  5.8185  2.6488  13.1594
O  -4.2256  -2.4155  16.4452
O  2.9718  0.4243  16.8568
O  -2.0761  -4.1132  22.1959
O  7.0304  -1.5063  8.0211
O  3.9864  -3.7325  12.3851
O  -0.8605  2.1119  14.2621
O  4.1449  1.1856  11.1248
O  -4.9004  3.5875  19.5391
O  5.3791  -0.1204  9.2848
O  1.2615  -0.1777  14.8017
O  -1.3273  1.3036  8.0495
O  -3.3986  1.778  18.5577
O  2.5748  -2.983  21.4057
O  2.3199  -5.0228  14.1043
O  -1.7306  1.2021  16.5048
O  -2.2083  -4.7631  16.2284
O  6.0247  5.034  8.7501
O  0.8187  1.9412  16.3204
O  -1.8021  4.6234  13.942
O  -2.4092  2.6911  12.2671
O  -6.1581  2.2524  17.5389
O  -2.5521  -0.8251  20.5679
O  -6.4022  -4.8521  21.5916
O  5.0751  -1.2673  11.7673
O  -6.3721  1.3559  15.0241
O  -5.4177  -4.5188  15.3462
O  0.238  -0.8714  8.3642
O  -4.6979  -1.7571  19.1179
O  0.3147  -4.9246  15.8817
O  -7.0903  -3.9547  19.1973
O  2.7168  4.7772  11.8288
O  3.3608  2.3977  8.7965
O  3.3663  3.6784  19.1715
O  1.7583  -2.7348  15.2464
O  -0.6142  -2.7919  17.1354
O  6.5008  3.5933  10.8786
O  2.1515  -5.4443  20.5986
O  0.6931  -1.5773  10.8064
O  -1.27  3.7378  16.3372
O  -2.7153  -5.3948  10.1782
O  -1.056  0.7826  19.098
O  0.6316  3.7905  19.2256
O  -0.2367  -1.7189  19.5342
O  -2.8212  -0.6838  17.729
O  2.714  -4.7023  16.7814
O  0.1329  -2.1281  13.2399
O  1.4063  4.0851  8.1126
O  1.8649  -2.6319  18.2175
O  1.4084  -3.9443  11.8084
O  6.722  0.8939  11.4141
O  -6.7208  -2.6407  16.8552
O  2.7583  -1.4992  13.0923
O  -3.1206  2.4389  21.2083
O  2.9495  2.6957  13.3687
O  -3.8669  -6.6826  15.6245
O  -5.3565  -0.1375  17.0129
O  0.3233  3.6647  12.5887
O  1.8315  2.3937  10.9744
O  5.0435  -2.1736  14.3021
O  -2.1657  3.9749  19.2884

Results
free energy: -126869.413 eV
free energy less fixed offsets of O -568.88, Si -635.61 eV per atom: -0.933 eV

Forces (eV/angstrom), in the order of the atoms: element, x, y, z
Si  -0.044  -0.013  -0.1583
Si  -0.2825  0.5146  0.1419
Si  0.1111  0.1135  -0.2178
Si  0.0795  -0.1135  -0.2263
Si  0.1464  -0.428  0.0197
Si  -0.1797  0.0828  0.2399
Si  -0.0893  0.0349  -0.3594
Si  0.1291  -0.0301  -0.223
Si  0.14  -0.1429  -0.2239
Si  0.0512  0.0279  0.0448
Si  0.0266  0.0188  -0.2086
Si  -0.0984  -0.1512  -0.0888
Si  0.2042  0.1441  -0.0439
Si  0.0621  0.0127  -0.0996
Si  -0.0148  -0.0065  -0.0972
Si  0.1576  0.085  -0.1241
Si  -0.1208  0.0295  0.068
Si  -0.0252  -0.0268  -0.0051
Si  -0.104  -0.0039  0.1159
Si  0.0351  0.0316  0.0078
Si  0.0766  -0.0806  0.0393
Si  -0.0142  0.0415  0.1586
Si  -0.0255  0.1843  0.0451
Si  -0.0454  0.0621  0.1678
Si  0.043  0.3102  -0.3397
Si  0.11  0.2081  -0.4847
Si  -0.0003  -0.1146  0.1214
Si  0.0195  -0.0916  0.238
Si  -0.131  -0.1289  0.0325
Si  0.2703  0.1847  0.3321
Si  -0.1737  -0.0393  -0.5064
Si  -0.4594  -0.3333  -0.0248
Si  0.3028  -0.0281  0.2897
Si  0.1158  -0.0665  0.3707
Si  0.1158  0.092  -0.3709
Si  -0.0883  0.0997  -0.1405
Si  -0.2797  0.1195  -0.4197
Si  -0.1362  0.1167  -0.1764
Si  0.0513  -0.2718  0.3126
Si  0.1201  -0.1239  0.1166
Si  0.018  -0.0955  -0.0476
Si  0.0301  -0.0118  -0.0407
Si  -0.0857  0.0316  -0.0353
Si  0.0419  0.0598  -0.0158
Si  -0.1054  -0.0815  -0.1099
Si  0.0364  0.0239  -0.0506
Si  0.0504  -0.0501  -0.0307
Si  0.0795  -0.0781  -0.0478
Si  0.0065  0.0015  0.2813
Si  0.0609  0.0598  0.1439
Si  -0.0203  0.0209  0.1284
Si  -0.0348  0.0296  0.1373
Si  0.0212  0.0237  0.1449
Si  -0.0545  0.0625  0.1798
Si  -0.0152  -0.0213  0.2322
Si  0.0465  0.006  0.1711
Si  -0.0017  0.0754  0.2903
Si  -0.006  -0.0833  0.2885
Si  0.1136  -0.0992  0.3435
Si  0.1584  -0.2009  0.1857
Si  0.0399  -0.0622  0.4289
Si  0.1493  -0.12  0.4125
Si  0.0359  -0.0064  0.2575
Si  0.0799  -0.0654  0.2626
Si  0.0163  -0.0245  -0.044
Si  0.0141  -0.0513  -0.0269
Si  -0.0361  0.014  -0.0189
Si  -0.0549  -0.0112  -0.0044
Si  -0.0329  -0.0706  -0.0038
Si  0.1008  0.1237  0.0171
Si  0.0907  -0.0108  -0.0261
Si  -0.0555  -0.0621  -0.0074
Si  -0.0368  -0.0097  -0.0239
Si  -0.0055  0.0492  -0.0227
Si  -0.0091  0.0186  -0.0093
Si  0.0216  0.0122  -0.0067
Si  0.0018  -0.0055  -0.0315
Si  0.0062  -0.0436  0.0075
Si  0.0147  0.0042  -0.0118
Si  -0.0313  0.04  -0.0197
Si  0.0183  0.0066  0.0284
Si  0.0117  -0.0519  0.0167
Si  -0.0111  0.001  0.0226
Si  -0.037  0.0332  -0.01
Si  0.0029  0.0001  0.0163
Si  -0.0198  0.0282  0.0043
Si  0.0425  -0.0073  0.0239
Si  0.0218  -0.045  0.0215
Si  -0.0441  -0.0015  0.057
Si  -0.0212  0.0637  0.0372
Si  -0.0169  -0.0201  -0.0158
Si  0.0347  0.0342  -0.0207
Si  -0.0065  -0.0996  -0.0404
Si  0.0454  0.0079  -0.0278
Si  -0.037  0.0226  0.0449
Si  0.0031  0.0587  0.0543
Si  0.1231  -0.1117  -0.2462
Si  0.0497  -0.017  0.0159
Si  0.0131  -0.097  0.1296
Si  0.0533  -0.002  0.1085
Si  0.0413  0.1104  0.0657
Si  -0.0329  -0.0022  -0.2487
Si  -0.0796  -0.1513  0.1575
Si  0.1579  0.0563  0.3926
Si  0.0201  0.0983  -0.4674
Si  0.0081  0.03  -0.2873
Si  0.0444  0.0221  -0.0793
Si  -0.1064  0.1507  0.3524
Si  0.0359  0.0085  -0.2494
Si  0.0629  -0.2393  -0.0762
Si  -0.1352  -0.0598  0.097
Si  -0.0643  -0.0704  0.0059
Si  0.2118  -0.0905  0.4404
Si  -0.0295  -0.013  -0.1976
Si  0.0089  -0.0516  0.0192
Si  0.0126  -0.1113  -0.0146
Si  -0.015  -0.0182  -0.1812
Si  0.0534  0.05  -0.3425
Si  0.0342  0.04  -0.1189
Si  0.0151  -0.035  -0.2295
Si  -0.0133  0.0385  -0.1733
Si  -0.0382  0.1314  0.0216
Si  -0.1897  0.0768  -0.445
Si  -0.0058  -0.0476  -0.0589
Si  0.0952  -0.1074  -0.1912
Si  0.0288  -0.0055  -0.1295
Si  -0.0008  0.0269  -0.1446
Si  -0.1367  -0.1141  -0.0123
O  -0.057  0.0224  -0.0725
O  -0.0156  -0.1545  0.2451
O  -0.0044  0.0098  -0.1455
O  -0.0103  0.086  0.0302
O  0.0229  -0.093  0.2363
O  0.064  -0.2641  0.1667
O  -0.0991  -0.0453  0.0728
O  -0.1292  0.1261  -0.6311
O  -0.056  0.0825  -0.1276
O  0.0876  -0.0386  -0.2394
O  -0.0364  -0.0263  0.1164
O  -0.0247  -0.0322  0.1484
O  0.014  0.1478  0.3759
O  0.0398  -0.0705  0.2897
O  0.0346  -0.0461  0.1291
O  0.0081  -0.0768  0.1316
O  -0.0088  -0.0661  -0.0793
O  -0.2051  -0.1991  -0.3174
O  -0.0313  -0.0261  -0.1981
O  0.0482  0.0006  -0.1156
O  -0.059  0.0271  0.1277
O  -0.0308  -0.0252  0.062
O  0.0913  -0.0051  0.4278
O  -0.1565  0.121  -0.3534
O  -0.0074  0.0276  -0.0319
O  -0.0251  0.0404  0.0223
O  -0.037  0.0312  -0.1046
O  -0.0417  0.0305  0.0687
O  0.0514  -0.049  -0.6291
O  0.0206  -0.0253  0.05
O  -0.055  0.0787  -0.7242
O  -0.0002  0.054  0.2085
O  -0.1483  0.219  0.0698
O  -0.0134  0.0376  0.0678
O  -0.0265  0.0195  0.1015
O  0.0724  -0.0621  -0.0079
O  -0.0342  0.014  -0.1007
O  0.0227  -0.0085  0.022
O  -0.0344  0.0395  -0.0025
O  -0.0576  0.006  -0.0571
O  0.0191  0.1145  0.1664
O  -0.0476  0.0026  0.0806
O  -0.0511  0.0221  0.1351
O  0.0205  0.1286  -0.1958
O  0.0254  0.0203  -0.0111
O  0.0173  0.0017  0.0047
O  0.0043  -0.0031  -0.0486
O  0.0783  0.0447  0.2723
O  -0.0213  -0.0036  0.0742
O  0.0434  -0.037  0.3838
O  -0.013  -0.0767  -0.0297
O  -0.0823  0.094  -0.3656
O  -0.0942  0.0238  0.1246
O  -0.0035  -0.0164  0.0615
O  -0.0111  0.0467  0.0804
O  0.0365  0.1434  -0.1849
O  -0.054  0.1482  0.1302
O  0.1282  0.1606  -0.3105
O  -0.0198  -0.0089  0.069
O  0.0232  0.0133  0.0681
O  0.0037  0.0041  0.142
O  0.0599  0.0395  0.1156
O  -0.0313  -0.0223  0.163
O  -0.0198  -0.0099  0.0814
O  0.0723  0.1005  0.2329
O  -0.001  -0.0059  -0.1424
O  -0.0911  0.1038  -0.513
O  0.0671  -0.0193  0.146
O  -0.1442  0.0764  -0.1112
O  -0.0243  0.0085  -0.1043
O  -0.0454  -0.0408  0.1725
O  0.083  0.0497  -0.0563
O  -0.0622  0.0278  0.4237
O  -0.039  0.0064  -0.0244
O  0.0152  -0.0197  0.0369
O  -0.0113  -0.0764  0.0918
O  -0.0097  -0.0176  -0.01
O  0.0948  -0.1458  -0.1965
O  0.0193  -0.0017  -0.0038
O  -0.0206  -0.0188  0.1024

The program warned: the cutoff lies below the one the program advises for these potential files; the exchange-correlation potential is rough where the density is thin.
